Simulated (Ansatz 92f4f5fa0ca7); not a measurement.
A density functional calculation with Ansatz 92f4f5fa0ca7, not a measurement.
Periodic cell of 215 atoms, Si133O82, from a study of silicon, its oxide and their interface. The atomic structure is a simulated model.
Doubt: the cutoff is low for norm-conserving oxygen, so forces and energies are approximate.
Doubt: the program's own warning below bears on the result.
This geometry differs little from another in the collection (a relaxation step or a small displacement).

Settings
functional: HSE06
potential files: SPMS norm-conserving
basis: plane waves
wave-function cutoff: 800 eV
density cutoff ratio: 4
exchange-correlation grid ratio: 1
k mesh: 1 x 1 x 1, Gamma-centred
occupations: fixed
spin: none
net charge: 0

Cell vectors (angstrom)
a	10.938	0	0
b	0	10.938	0
c	0	0	31.1776

Atoms: element, x, y, z (angstrom)
Si	0.4811	10.3547	23.9016
Si	4.9666	0.5299	23.4887
Si	3.054	2.2306	23.6358
Si	7.8882	3.2038	23.6109
Si	10.489	5.942	24.0838
Si	6.0258	4.91	23.7393
Si	2.3815	8.7182	23.875
Si	8.7063	7.5491	23.7875
Si	1.4135	1.2676	25.0468
Si	6.8039	1.418	24.819
Si	4.1457	3.9814	24.9071
Si	9.5161	4.0978	25.1125
Si	1.4165	6.9168	25.1022
Si	6.871	6.7264	25.0183
Si	4.1393	9.7304	25.0149
Si	9.5793	9.4245	25.0232
Si	2.7646	0.0068	26.4724
Si	8.1818	-0.0038	26.2715
Si	0.0203	2.6986	26.3609
Si	5.4913	2.6964	26.3697
Si	2.7913	5.4246	26.3268
Si	8.1916	5.4553	26.4825
Si	0.0093	8.1926	26.4812
Si	5.4822	8.2109	26.3145
Si	4.1018	1.3673	27.7593
Si	9.5708	1.3673	27.7593
Si	1.3673	4.1018	27.7593
Si	6.8362	4.1018	27.7593
Si	4.1018	6.8362	27.7593
Si	9.5708	6.8362	27.7593
Si	1.3673	9.5708	27.7593
Si	6.8362	9.5708	27.7593
Si	0	0	29.1266
Si	5.469	0	29.1266
Si	2.7345	2.7345	29.1266
Si	8.2035	2.7345	29.1266
Si	0	5.469	29.1266
Si	5.469	5.469	29.1266
Si	2.7345	8.2035	29.1266
Si	8.2035	8.2035	29.1266
Si	1.3673	1.3673	30.4938
Si	6.8362	1.3673	30.4938
Si	4.1018	4.1018	30.4938
Si	9.5708	4.1018	30.4938
Si	1.3673	6.8362	30.4938
Si	6.8362	6.8362	30.4938
Si	4.1018	9.5708	30.4938
Si	9.5708	9.5708	30.4938
Si	2.7345	0	0.6835
Si	8.2035	0	0.6835
Si	0	2.7345	0.6835
Si	5.469	2.7345	0.6835
Si	2.7345	5.469	0.6835
Si	8.2035	5.469	0.6835
Si	0	8.2035	0.6835
Si	5.469	8.2035	0.6835
Si	4.1018	1.3673	2.0507
Si	9.5708	1.3673	2.0507
Si	1.3673	4.1018	2.0507
Si	6.8362	4.1018	2.0507
Si	4.1018	6.8362	2.0507
Si	9.5708	6.8362	2.0507
Si	1.3673	9.5708	2.0507
Si	6.8362	9.5708	2.0507
Si	0	0	3.418
Si	5.469	0	3.418
Si	2.7345	2.7345	3.418
Si	8.2035	2.7345	3.418
Si	0	5.469	3.418
Si	5.469	5.469	3.418
Si	2.7345	8.2035	3.418
Si	8.2035	8.2035	3.418
Si	1.3576	1.3815	4.7395
Si	6.7956	1.3815	4.9068
Si	4.131	4.1001	4.7388
Si	9.5344	4.1115	4.8358
Si	1.377	6.8454	4.798
Si	6.7981	6.8719	4.728
Si	4.1081	9.604	4.904
Si	9.5291	9.5882	4.687
Si	2.6581	0.0993	6.2407
Si	8.2035	-0.1124	6.1837
Si	0.0274	2.7277	6.149
Si	5.395	2.8464	6.3074
Si	2.8202	5.4765	6.0969
Si	8.0673	5.5039	6.1263
Si	-0.0543	8.2654	6.0347
Si	5.5732	8.204	6.2497
Si	3.5145	1.9585	7.5
Si	10.0052	0.8827	7.285
Si	1.7807	3.8005	7.3651
Si	6.2943	4.7375	7.5569
Si	4.5007	6.482	7.4512
Si	9.2395	7.1562	7.2825
Si	0.7539	10.0705	7.317
Si	7.4695	8.9695	7.5818
O	6.8141	4.5537	9.1271
O	7.177	9.303	9.1791
O	10.0396	6.3358	8.4855
O	0.8267	9.5558	8.8646
O	3.8854	1.4794	9.0328
O	1.2395	4.6499	8.701
O	9.4971	1.1871	8.8284
O	3.8772	7.0696	8.8709
O	8.3796	7.5339	22.1498
O	8.5368	2.8421	22.1101
O	5.6073	5.4759	22.2563
O	2.2002	2.6524	22.2555
O	10.7685	10.8087	22.472
O	-0.0286	5.419	22.5987
O	3.2289	8.3989	22.4771
O	5.4239	0.115	21.9184
Si	10.7171	5.086	9.2532
Si	0.9073	9.1752	10.4167
Si	3.787	7.7326	10.3406
Si	3.1443	8.1721	16.8087
Si	0.1462	8.506	16.939
Si	2.2622	3.4904	20.8663
Si	10.6331	8.1627	13.9781
Si	8.9421	2.3641	20.603
Si	3.6404	1.0282	13.1946
Si	4.7574	1.4754	10.3882
Si	6.8458	3.719	10.5238
Si	10.107	6.7975	11.5709
Si	0.4386	5.9316	21.1691
Si	8.4126	5.523	15.7054
Si	4.8248	5.3076	20.8657
Si	4.3925	6.7598	12.9471
Si	8.2271	7.8662	17.8795
Si	5.0031	0.5118	20.3807
Si	7.4037	5.9815	12.6687
Si	10.6989	0.7326	11.9967
Si	5.7131	9.8213	17.6766
Si	1.3022	1.8903	14.5007
Si	2.9414	7.7699	21.0191
Si	0.4538	2.8019	18.7892
Si	2.6379	9.1559	13.9548
Si	9.4898	2.3957	9.8903
Si	6.0402	3.493	16.2852
Si	10.34	10.5725	20.9483
Si	6.2157	3.1622	19.3419
Si	0.4602	4.3392	16.0847
Si	8.2453	10.1379	13.0411
Si	9.0208	7.6661	20.6634
Si	6.3447	9.6932	10.5223
Si	2.3007	10.4325	19.6425
Si	1.0683	0.3831	17.1413
Si	6.19	0.6502	15.0193
Si	3.4968	5.3595	15.5261
O	5.8482	0.2869	10.369
O	7.4324	10.8168	14.2866
O	8.039	2.6307	10.5388
O	7.117	9.0078	17.5727
O	4.0894	6.7227	20.5398
O	5.8572	4.6963	19.7705
O	0.1711	1.4404	17.9624
O	3.8958	6.522	11.4244
O	3.7617	1.3007	11.6279
O	7.9542	7.4833	19.4492
O	8.4776	6.7296	11.6825
O	8.0918	6.7781	16.6889
O	3.6955	4.178	20.9656
O	9.2873	9.0237	13.6455
O	0.4793	3.9658	17.6672
O	9.9815	5.1067	15.8468
O	1.222	4.6902	20.5649
O	7.0002	4.6372	11.8506
O	7.7642	2.8242	19.6084
O	10.0935	6.4784	20.3835
O	3.7091	6.7065	16.4092
O	10.7237	7.7927	15.5374
O	1.6685	1.0188	15.8056
O	9.2367	0.7636	20.5784
O	0.1386	10.0957	16.7006
O	0.4089	1.1331	13.4067
O	5.0419	8.7319	10.5907
O	5.3849	2.0651	20.1856
O	9.8274	3.7533	9.0851
O	9.181	0.2704	12.2917
O	0.639	10.5253	11.267
O	6.0191	6.7808	12.9659
O	3.3907	0.4217	20.3693
O	4.6332	4.2457	15.9068
O	1.4824	7.1367	21.2143
O	4.4011	8.8618	17.5775
O	1.8975	2.6135	19.5429
O	7.2282	9.5608	11.8952
O	8.091	5.7682	14.1261
O	3.7913	8.1951	13.3759
O	2.8042	8.9222	19.9116
O	-0.2074	5.5091	10.8165
O	1.1007	8.8431	13.5847
O	2.7566	2.2275	13.8522
O	0.4171	3.1194	15.0304
O	9.8167	8.2516	17.9104
O	10.6109	6.8064	13.1046
O	2.824	10.6095	13.3617
O	1.6248	8.0097	17.4725
O	5.8598	2.9801	17.796
O	5.7381	-0.1161	16.3854
O	5.4699	2.8991	10.6036
O	2.2851	-0.1631	18.0606
O	5.6308	10.5761	19.1412
O	9.7033	9.1308	20.6546
O	1.9235	5.0099	15.7803
O	2.8302	9.1202	15.5459
O	10.2634	3.0204	19.9341
O	-0.275	8.1289	10.8233
O	2.3893	8.5263	10.6043
O	5.0549	0.7575	13.884
O	3.771	5.664	13.9539
O	7.3463	4.4269	16.211
O	10.5739	2.0351	11.035
O	6.4374	2.2061	15.3879
O	0.7948	10.676	20.1404

Results
free energy: -51800.402 eV
free energy less fixed offsets of O -447.96, Si -113.29 eV per atom: -0.112 eV
gap between the highest filled and lowest empty level on this k mesh: 1.420 eV

The program warned: the cutoff lies below the one the program advises for these potential files; the model core charge is not resolved on the grid; the forces do not sum to zero within the program's tolerance; the exchange-correlation potential is rough where the density is thin.
